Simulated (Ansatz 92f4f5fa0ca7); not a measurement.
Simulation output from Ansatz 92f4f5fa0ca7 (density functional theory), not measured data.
Periodic cell of 276 atoms, Si168O108, from a study of silicon, its oxide and their interface. The atomic structure is a simulated model.
Doubt: the cutoff is far below the 930 eV that the study's wrapper takes by default for these files, so forces and energies are approximate.

Settings: functional PBE; potential files Ansatz PAW; basis plane waves; wave-function cutoff 580 eV; density cutoff ratio 5; exchange-correlation grid ratio 1; k mesh 1 x 1 x 1, Gamma-centred; self-consistency stop 5e-08 eV per atom in the density residual; occupations fixed; spin none; net charge 0.

Cell vectors (angstrom)
a, 11.6015, 0, 0
b, 0, 13.3963, 0
c, 0, 0, 30.7764

Atoms: element, x, y, z (angstrom)
Si, -0.0828, 0.0624, 23.9887
Si, 3.8766, -0.0358, 24.3059
Si, 7.5507, -0.0526, 24.3032
Si, 1.8826, 3.4016, 23.6663
Si, 5.6944, 3.2812, 24.1185
Si, 9.516, 3.3704, 23.9664
Si, 0.0495, 6.7235, 23.9324
Si, 3.9942, 6.6379, 23.7868
Si, 7.8363, 6.7195, 24.3738
Si, 1.8594, 10.1131, 24.0521
Si, 5.761, 10.182, 24.1781
Si, 9.611, 10.0992, 23.9831
Si, -0.0447, 2.3317, 24.5867
Si, 3.6904, 2.2712, 24.7606
Si, 7.6667, 2.2393, 24.8583
Si, 1.9993, 5.5879, 24.5916
Si, 5.8131, 5.5626, 24.7875
Si, 9.7948, 5.5381, 24.8636
Si, -0.0598, 8.9344, 24.7434
Si, 3.8427, 8.8961, 24.5992
Si, 7.7111, 9.0177, 24.853
Si, 1.8346, 12.3259, 24.8326
Si, 5.7202, 12.2648, 25.2744
Si, 9.6148, 12.3057, 24.7996
Si, -0.0115, 2.2697, 27.0717
Si, 3.7824, 2.25, 27.1738
Si, 7.7005, 2.2385, 27.2316
Si, 1.9622, 5.5829, 27.0739
Si, 5.804, 5.5852, 27.1884
Si, 9.726, 5.5631, 27.2414
Si, -0.0337, 8.9271, 27.1572
Si, 3.8462, 8.9115, 27.0746
Si, 7.7158, 8.982, 27.2284
Si, 1.8873, 12.2977, 27.2113
Si, 5.7564, 12.2832, 27.5312
Si, 9.65, 12.3051, 27.1926
Si, 1.8759, 1.1303, 28.0068
Si, 5.736, 1.1737, 28.0418
Si, 9.6701, 1.1476, 27.9927
Si, 0.0592, 4.4619, 28.0008
Si, 3.8581, 4.4773, 27.9957
Si, 7.7466, 4.4808, 28.0149
Si, 1.9229, 7.8066, 27.9616
Si, 5.7836, 7.8331, 27.9932
Si, 9.6469, 7.8154, 28.0093
Si, -0.0295, 11.1588, 28.0049
Si, 3.7906, 11.1166, 28.0275
Si, 7.7512, 11.1833, 28.0641
Si, 1.9336, 1.1164, 30.3814
Si, 5.8008, 1.1164, 30.3814
Si, 9.6679, 1.1164, 30.3814
Si, 0, 4.4654, 30.3814
Si, 3.8672, 4.4654, 30.3814
Si, 7.7343, 4.4654, 30.3814
Si, 1.9336, 7.8145, 30.3814
Si, 5.8008, 7.8145, 30.3814
Si, 9.6679, 7.8145, 30.3814
Si, 0, 11.1635, 30.3814
Si, 3.8672, 11.1635, 30.3814
Si, 7.7343, 11.1635, 30.3814
Si, 0, 0, 0.3944
Si, 3.8672, 0, 0.3944
Si, 7.7343, 0, 0.3944
Si, 1.9336, 3.3491, 0.3944
Si, 5.8008, 3.3491, 0.3944
Si, 9.6679, 3.3491, 0.3944
Si, 0, 6.6981, 0.3944
Si, 3.8672, 6.6981, 0.3944
Si, 7.7343, 6.6981, 0.3944
Si, 1.9336, 10.0472, 0.3944
Si, 5.8008, 10.0472, 0.3944
Si, 9.6679, 10.0472, 0.3944
Si, -0.0134, -0.0138, 2.7786
Si, 3.8807, -0.016, 2.7847
Si, 7.7103, -0.0169, 2.7343
Si, 1.955, 3.3024, 2.7672
Si, 5.7426, 3.3449, 2.747
Si, 9.7047, 3.3914, 2.7617
Si, -0.0098, 6.6907, 2.746
Si, 3.9223, 6.7338, 2.7566
Si, 7.8061, 6.6907, 2.7957
Si, 1.963, 10.0429, 2.7857
Si, 5.8382, 10.0594, 2.8016
Si, 9.6906, 10.0602, 2.7826
Si, -0.0026, 2.2178, 3.595
Si, 3.8602, 2.1858, 3.6885
Si, 7.7278, 2.249, 3.3507
Si, 1.9603, 5.583, 3.3967
Si, 5.8517, 5.5709, 3.5252
Si, 9.7287, 5.5795, 3.7429
Si, 0.0262, 8.9124, 3.5664
Si, 3.9134, 8.957, 3.6561
Si, 7.7795, 8.9315, 3.6348
Si, 1.9415, 12.2827, 3.6051
Si, 5.816, 12.2891, 3.6753
Si, 9.6259, 12.3026, 3.5932
Si, -0.0161, 2.1821, 5.9865
Si, 3.8233, 2.143, 6.1677
Si, 7.7126, 2.2483, 5.6288
Si, 2.0074, 5.5888, 5.7015
Si, 5.9226, 5.5438, 5.8796
Si, 9.8665, 5.5637, 6.2511
Si, 0.0385, 8.8919, 5.944
Si, 3.9437, 8.9727, 6.0886
Si, 7.8115, 8.9162, 6.053
Si, 1.9453, 12.287, 6.004
Si, 5.8371, 12.3054, 6.1443
Si, 9.5616, 12.3181, 5.9991
Si, 1.7773, 1.0388, 6.9524
Si, 5.9384, 1.2204, 6.7804
Si, 9.5301, 1.2074, 6.6621
Si, 0.3248, 4.3569, 6.7723
Si, 3.9135, 4.4718, 6.5015
Si, 7.8485, 4.3724, 6.64
Si, 2.0156, 7.7581, 6.6028
Si, 5.8802, 7.7327, 6.7104
Si, 9.7577, 7.8496, 6.8909
Si, -0.057, 11.1718, 6.535
Si, 3.8594, 11.2288, 6.8799
Si, 7.7418, 11.1216, 6.93
O, 3.7601, 4.7463, 8.1479
O, -0.4164, 11.2366, 8.1559
O, 7.812, 10.9917, 8.6349
O, 7.7632, 3.9298, 8.2672
O, 1.1186, 4.0667, 8.2729
O, 9.1283, 1.5593, 8.2819
O, 9.7638, 8.1872, 8.5591
O, 6.4494, 1.5779, 8.383
O, 2.124, 7.4897, 8.2515
O, 1.2625, 0.8881, 8.5805
O, 3.7034, 11.4004, 8.5622
O, 6.0087, 7.285, 8.3248
O, 9.0944, 3.4681, 22.3191
O, 9.3683, 5.7666, 20.602
O, 9.4634, 10.1991, 22.2999
O, 4.3197, -0.3527, 22.7075
O, 11.4855, 0.0916, 22.2961
O, 5.3765, 2.9792, 22.4967
O, 7.057, 13.1393, 22.6906
O, 1.6855, 10.5324, 22.4291
O, 11.7112, 6.8535, 22.2334
O, 1.9907, 3.466, 21.9229
O, 8.8685, 10.0948, 19.6222
O, 4.3669, 6.3784, 22.1385
Si, 8.1586, 2.0818, 11.9903
Si, 7.8128, 2.3944, 8.8579
Si, 2.5288, 4.276, 9.1124
Si, 6.9323, 10.7815, 10.0035
Si, 0.3788, 13.8909, 18.1982
Si, 7.9697, 10.1862, 12.9139
Si, 6.4907, 0.1958, 16.802
Si, 3.3528, 1.594, 10.7294
Si, 3.7012, 7.7614, 11.7157
Si, 11.3213, 7.2467, 15.3035
Si, 0.9577, 7.0712, 20.8437
Si, 5.3947, 7.8106, 18.2605
Si, 15.1283, 10.6248, 12.6104
Si, 5.5908, -2.1084, 14.7606
Si, 2.535, -1.5099, 18.7174
Si, -0.3623, 11.2246, 9.7639
Si, 8.6978, 2.662, 20.9403
Si, 17.4554, 5.7854, 15.8393
Si, 12.6945, 4.3787, 14.9896
Si, 2.2123, 3.0214, 17.618
Si, -1.15, 11.6937, 14.0522
Si, 10.602, 13.6186, 20.9293
Si, 8.6901, 5.9307, 14.4189
Si, 5.7136, 12.3361, 22.1688
Si, 12.868, 9.8583, 14.5854
Si, 15.8198, 12.131, 9.9332
Si, 4.9327, 0.1254, 19.5517
Si, 16.7824, 2.7634, 13.0397
Si, 5.0536, 16.2136, 16.1161
Si, 12.9986, 9.9556, 20.9412
Si, 8.3561, 7.3944, 11.8694
Si, 9.5016, 0.4367, 16.1484
Si, 5.174, 5.8701, 20.8088
Si, 10.65, 7.0599, 18.2483
Si, 6.1192, 7.7304, 9.8728
Si, 8.1588, 8.6983, 19.1868
Si, 1.7297, 7.017, 9.7537
Si, -0.9762, 8.2329, 9.9481
Si, -1.6829, 10.5972, 20.7852
Si, 10.0528, -0.1714, 11.4683
Si, 9.9484, 16.4772, 14.3277
Si, 1.5842, 4.2264, 20.5235
Si, 3.7169, 9.88, 16.689
Si, 5.5413, 2.9295, 20.8784
Si, 8.1159, 6.5152, 21.2799
Si, 0.8619, 0.4275, 10.1048
Si, 3.7685, 5.3242, 13.6527
Si, 10.1815, 4.6991, 19.6826
O, -0.0286, 0.8025, 19.7497
O, 2.218, 3.6101, 19.1439
O, 11.7196, 7.0383, 9.9026
O, 6.9267, 10.7886, 14.0005
O, 11.5615, 4.2379, 20.3959
O, 4.3016, 1.8786, 12.0083
O, 4.8459, 7.1913, 10.7194
O, 4.8425, 4.3667, 12.8353
O, 7.7386, 8.568, 12.8342
O, 8.4211, 6.8616, 22.8155
O, 4.2232, 9.144, 12.4183
O, 3.7311, 2.7644, 17.0679
O, 9.7501, 7.9536, 11.2796
O, 7.1236, 2.689, 20.6157
O, 9.214, 4.4478, 14.8358
O, 2.37, 9.638, 15.7846
O, 7.4129, 7.052, 10.5902
O, 8.1056, 0.1503, 16.9313
O, 9.3941, 2.7912, 12.8069
O, 11.4489, 7.5292, 16.915
O, 13.0645, 4.003, 16.5407
O, 5.8252, 11.9634, 10.0933
O, 4.861, 1.6652, 20.0964
O, 1.888, 1.0625, 11.2085
O, 6.7617, 2.3606, 12.8236
O, 6.1538, 1.7442, 16.5525
O, 2.2418, 5.5146, 10.137
O, 5.7642, 13.2197, 18.1916
O, 4.6923, 2.4485, 14.5639
O, 9.3049, 1.1749, 21.105
O, 10.676, 13.8623, 17.2553
O, 3.455, 11.437, 11.2055
O, 2.2765, 10.7898, 19.8752
O, 12.0851, 5.8742, 14.9391
O, 4.0988, 8.6568, 17.712
O, 3.432, 11.2276, 17.5444
O, 0.9037, -1.2211, 10.2087
O, 11.5818, 16.7243, 14.3731
O, 7.9333, 2.6052, 10.471
O, 9.2174, 7.8527, 18.2658
O, 12.722, 12.4343, 18.1196
O, 4.5146, 6.0139, 14.9378
O, 11.5355, 7.3145, 19.5848
O, 14.0708, 4.4231, 14.0946
O, 10.8285, 12.7219, 12.8288
O, 9.3262, 3.3356, 19.5754
O, 5.8462, 4.2245, 16.2724
O, 7.8499, 7.9316, 20.5685
O, 2.0448, 10.2922, 13.2141
O, 1.8867, 8.4013, 20.9075
O, -1.6716, 11.9362, 10.4514
O, 8.5767, 6.0649, 12.7861
O, 5.6524, 12.4778, 20.5659
O, 8.6011, 0.488, 11.867
O, 10.3839, 5.4211, 18.2183
O, 3.0979, 2.9628, 9.889
O, 9.474, 10.5259, 13.4547
O, 3.3603, 13.1464, 19.3244
O, 5.0437, -3.274, 15.7688
O, 3.9778, 13.7501, 9.8645
O, 6.7547, 5.6577, 21.1785
O, 6.7012, 8.8246, 18.4369
O, 12.0259, 8.4606, 14.4806
O, 9.9879, 12.1854, 20.5198
O, 7.7529, 10.8055, 11.4187
O, 6.1571, 9.3529, 9.9252
O, 5.0084, 6.9988, 19.6287
O, -0.6139, 0.9131, 10.653
O, 7.2141, 6.1668, 15.0441
O, 5.8013, 10.7378, 22.5663
O, 5.9302, -0.7506, 15.5911
O, 3.3037, 6.601, 12.7753
O, 4.8456, 4.3226, 20.3098
O, 5.8015, 6.7091, 17.1518
O, 9.669, 12.5598, 15.1655
O, -0.1802, 10.0045, 20.5401
O, 2.3722, 8.0757, 10.8242
O, -2.0737, 1.8373, 15.2999
O, 4.4055, 11.5339, 13.6542
O, 1.4104, 1.6125, 17.642
O, 11.3664, 9.6712, 10.2141
O, 1.9738, 5.8197, 20.5728
O, 0.1594, 11.0498, 14.7898
O, 9.7324, 7.08, 14.9475

Results
free energy: -168220.206 eV
free energy less fixed offsets of O -568.88, Si -635.61 eV per atom: 1.314 eV

Forces (eV/angstrom), in the order of the atoms: element, x, y, z
Si, -0.0636, 0.0377, -0.6852
Si, 0.154, -0.1441, -0.5051
Si, -0.1369, -0.0373, -0.645
Si, 0.1008, 0.2004, -0.9015
Si, -0.318, -0.1303, -0.5918
Si, -0.3169, 0.061, -0.6367
Si, 0.1122, 0.2262, -0.8073
Si, 0.2603, -0.153, -0.6427
Si, 0.3229, 0.1106, -0.436
Si, -0.0658, 0.2723, -0.5043
Si, 0.0367, 0.2895, -0.5372
Si, -0.0183, 0.0322, -0.7357
Si, -0.0338, -0.1469, 0.3143
Si, 0.265, -0.152, 0.5178
Si, 0.0118, -0.2237, 0.4066
Si, 0.031, -0.0121, 0.2565
Si, 0.1578, -0.0694, 0.3186
Si, -0.3171, 0.0378, 0.5632
Si, 0.0418, 0.0495, 0.36
Si, -0.0828, 0.051, 0.2664
Si, -0.211, -0.0631, 0.4588
Si, 0.1415, -0.0463, 0.3885
Si, -0.0483, 0.0554, 0.4705
Si, -0.0277, 0.0756, 0.2774
Si, -0.0607, 0.0908, 0.0949
Si, -0.1275, 0.0393, 0.023
Si, -0.0203, 0.0438, 0.0601
Si, 0.0228, -0.0017, 0.0179
Si, 0.0151, -0.0231, 0.0472
Si, 0.135, -0.0767, 0.0033
Si, 0.0211, 0.0135, 0.0415
Si, 0.001, -0.0906, 0.1044
Si, 0.0458, -0.0499, -0.0106
Si, -0.0441, 0.0563, 0.0325
Si, 0.0233, -0.0357, 0.0441
Si, 0.0723, -0.0253, 0.0811
Si, 0.0362, -0.0188, -0.1545
Si, 0.0539, -0.0018, -0.1313
Si, -0.0324, 0.0095, -0.2451
Si, -0.0162, -0.0134, -0.1371
Si, -0.001, 0.0438, -0.1388
Si, -0.0162, -0.081, -0.2145
Si, -0.0252, 0.0095, -0.2213
Si, -0.034, 0.0018, -0.213
Si, 0.0351, 0.0675, -0.1628
Si, -0.0131, -0.0196, -0.1303
Si, 0.0314, 0.0064, -0.1131
Si, -0.0049, -0.0476, -0.0286
Si, -0.1669, 0.1186, -0.0428
Si, -0.1197, 0.2764, 0.1739
Si, 0.1041, 0.0272, -0.0258
Si, 0.2013, -0.0811, -0.1231
Si, -0.0369, -0.0141, -0.1359
Si, 0.0153, 0.0586, 0.1033
Si, 0.021, -0.051, -0.2543
Si, -0.1437, 0.0085, -0.0879
Si, 0.0032, -0.0225, -0.116
Si, -0.0853, -0.0597, -0.0295
Si, -0.2937, -0.2722, 0.137
Si, 0.2126, -0.0137, 0.3431
Si, 0.0084, -0.0214, 0.1362
Si, 0.094, 0.0197, 0.0407
Si, -0.1118, -0.2146, -0.2904
Si, 0.0435, -0.1796, 0.1026
Si, -0.2799, -0.0765, -0.064
Si, 0.1533, 0.1987, -0.0598
Si, -0.185, 0.0012, -0.1782
Si, 0.1415, 0.1536, -0.0492
Si, 0.2678, 0.0067, 0.1811
Si, 0.105, 0.0705, 0.2278
Si, 0.0691, 0.0639, 0.2035
Si, -0.016, 0.0599, 0.2431
Si, 0.0402, 0.0454, 0.1663
Si, -0.0253, 0.0175, 0.235
Si, 0.0449, 0.0302, 0.1315
Si, -0.0373, 0.0077, 0.1286
Si, 0.0872, 0.0545, 0.1008
Si, -0.005, -0.0225, 0.1932
Si, 0.01, 0.0014, 0.1435
Si, -0.0369, 0.0115, 0.1435
Si, -0.0624, 0.049, 0.1816
Si, 0.0109, -0.033, 0.1835
Si, 0.0175, -0.0081, 0.1742
Si, -0.0038, -0.0633, 0.0954
Si, 0.0508, -0.0233, -0.1237
Si, -0.0827, -0.0817, -0.0288
Si, 0.0089, -0.0286, -0.1521
Si, 0.0024, -0.0345, -0.0349
Si, 0.033, 0.0041, -0.0208
Si, 0.0741, 0.054, -0.1402
Si, -0.0354, 0.0406, -0.0426
Si, -0.0169, 0.0544, -0.1077
Si, -0.0392, -0.0045, -0.0649
Si, -0.0469, 0.0298, -0.0943
Si, -0.0604, -0.0463, -0.023
Si, -0.0778, -0.0067, 0.0088
Si, -0.1853, 0.0608, -0.3946
Si, 0.0686, 0.0376, -0.2391
Si, 0.06, 0.088, -0.2301
Si, 0.0608, -0.0554, -0.3919
Si, -0.0846, -0.052, -0.3989
Si, -0.1565, -0.1437, -0.1699
Si, 0.1221, 0.0586, -0.3116
Si, 0.1016, 0.045, -0.356
Si, -0.1118, -0.0045, -0.3545
Si, -0.0223, -0.0787, -0.286
Si, 0.0093, 0.0752, -0.2068
Si, 0.3489, 0.0384, -0.5051
Si, -0.2202, -0.2352, 0.5602
Si, 0.1179, 0.1712, 0.5749
Si, -0.1277, 0.1708, 0.4653
Si, 0.4001, -0.0167, 0.4449
Si, 0.1692, 0.2313, 0.4205
Si, -0.0048, -0.139, 0.3254
Si, -0.0224, -0.1561, 0.6316
Si, 0.068, -0.3224, 0.4522
Si, -0.0308, 0.2454, 0.584
Si, -0.2881, 0.0346, 0.5107
Si, -0.0564, 0.1418, 0.5889
Si, -0.0053, -0.21, 0.7004
O, -0.0162, -0.1136, -0.1376
O, -0.0129, 0.0168, -0.0824
O, 0.0118, 0.1409, -0.5743
O, 0.0163, 0.1204, -0.2342
O, -0.34, -0.039, -0.3107
O, 0.0482, -0.0474, -0.2325
O, -0.1092, -0.1043, -0.4825
O, -0.1876, -0.1248, -0.3528
O, -0.0016, 0.0951, -0.2023
O, 0.2011, 0.178, -0.5965
O, 0.0589, -0.0863, -0.5893
O, -0.0357, 0.1167, -0.2934
O, 0.1904, 0.0684, 0.5051
O, 0.0158, -0.0515, 0.1416
O, -0.0486, -0.0661, 0.5081
O, 0.0087, 0.0186, 0.182
O, 0.0715, -0.0297, 0.4965
O, -0.0147, 0.0776, 0.2399
O, 0.1031, 0.0118, 0.2368
O, 0.0498, -0.1319, 0.3775
O, -0.0476, -0.0712, 0.482
O, -0.0151, -0.1473, 1.0035
O, 0.1512, 0.1405, 0.286
O, -0.3431, 0.1645, 0.6344
Si, -0.0491, -0.2164, 0.4473
Si, 0.1406, -0.001, 0.1426
Si, 0.0613, 0.1389, 0.0916
Si, 0.0725, -0.0614, 0.2898
Si, 0.1916, -0.1396, -0.165
Si, -0.047, -0.0983, 0.2527
Si, -0.0632, -0.0637, -0.0394
Si, -0.0804, -0.0132, 0.4801
Si, 0.0169, 0.0309, 0.0635
Si, -0.0584, 0.0098, 0.2335
Si, -0.1931, 0.0807, -0.2891
Si, 0.1577, 0.2429, -0.2582
Si, 0.0524, -0.181, 0.2381
Si, -0.0828, -0.0668, 0.007
Si, -0.0203, 0.2067, -0.1129
Si, 0.1197, 0.1201, 0.1227
Si, 0.1059, -0.0002, -0.3346
Si, -0.0242, -0.0068, -0.0305
Si, 0.0238, 0.0015, 0.042
Si, -0.0078, -0.1621, -0.2136
Si, -0.0155, 0.0866, -0.0007
Si, 0.1163, 0.0237, -0.2157
Si, -0.015, 0.0024, -0.0529
Si, -0.035, 0.0525, -0.2143
Si, 0.1034, 0.0127, 0.0606
Si, -0.0878, -0.0897, 0.2974
Si, -0.1893, -0.0753, -0.3288
Si, 0.0486, 0.1256, 0.092
Si, -0.032, 0.0128, -0.0532
Si, 0.0678, 0.0443, -0.3361
Si, -0.107, -0.0257, 0.2347
Si, 0.0192, -0.0062, 0.0023
Si, 0.1446, 0.089, -0.348
Si, -0.2553, -0.1482, -0.2119
Si, -0.0563, -0.0892, 0.3528
Si, -0.0693, -0.1072, -0.3531
Si, -0.0098, 0.3566, 0.3067
Si, 0.0995, -0.0144, 0.3405
Si, 0.0148, -0.0595, -0.4093
Si, 0.0066, -0.0114, 0.1481
Si, -0.0023, 0.0506, 0.0428
Si, -0.1245, 0.0008, -0.423
Si, 0.0812, 0.0662, 0.0257
Si, 0.068, -0.0826, -0.19
Si, 0.0644, 0.1999, -0.1163
Si, -0.0145, -0.0136, 0.4106
Si, 0.1258, 0.0436, 0.0481
Si, -0.0309, 0.0627, -0.4187
O, -0.0811, 0.014, 0.187
O, -0.0038, 0.0771, 0.243
O, -0.011, -0.0979, -0.1707
O, 0.0739, -0.0202, -0.1001
O, -0.0025, -0.0448, 0.1549
O, -0.0777, -0.0668, -0.1971
O, 0.0684, -0.0191, -0.1339
O, -0.0331, -0.0002, -0.0273
O, -0.014, 0.0163, -0.0796
O, -0.0621, -0.1347, -0.0586
O, 0.0132, 0.0066, -0.0819
O, -0.0413, 0.0582, 0.075
O, 0.1295, 0.0879, -0.2571
O, 0.0359, 0.0234, 0.0859
O, -0.003, -0.0014, 0.0437
O, -0.0777, -0.0291, -0.0191
O, 0.0265, -0.0305, -0.1164
O, 0.0593, 0.0149, 0.0077
O, 0.026, 0.0244, -0.1074
O, 0.0769, 0.0212, -0.0077
O, -0.016, 0.0421, 0.0629
O, 0.0909, 0.0912, -0.1196
O, 0.016, 0.2027, 0.2253
O, 0.0125, -0.0153, -0.1814
O, 0.0808, 0.0166, -0.1225
O, 0.0607, 0.0543, 0.024
O, 0.0683, -0.1804, -0.0337
O, 0.0113, 0.029, 0.1593
O, -0.0597, -0.033, -0.0388
O, -0.1116, -0.006, 0.1926
O, -0.0371, 0.0295, 0.0744
O, 0.0686, 0.0769, -0.1669
O, -0.0912, -0.1542, 0.2013
O, 0.0307, -0.0106, -0.0669
O, -0.0539, -0.0859, 0.0536
O, -0.016, -0.0346, 0.0028
O, 0.0391, 0.0408, -0.2081
O, -0.0171, -0.0045, -0.0169
O, -0.0594, -0.0144, -0.3859
O, 0.0485, 0.011, 0.0768
O, -0.052, -0.0194, 0.0496
O, -0.0204, -0.0251, -0.0071
O, 0.2364, -0.0227, 0.2732
O, 0, -0.0233, -0.06
O, 0.0017, -0.0165, -0.0879
O, -0.1598, -0.1511, 0.2085
O, 0.0075, -0.0089, 0.0591
O, 0.019, -0.0175, 0.2025
O, -0.0318, 0.0382, -0.0505
O, 0.1118, -0.0723, 0.2157
O, -0.0461, -0.0018, -0.1292
O, -0.0142, -0.0012, -0.0805
O, 0.1161, -0.0994, 0.1724
O, 0.0068, 0.0244, -0.123
O, 0.0397, 0.0342, 0.1981
O, -0.0944, 0.1261, -0.2415
O, -0.0327, -0.0221, -0.0606
O, 0.118, 0.0419, 0.097
O, 0.0048, -0.0187, -0.0159
O, 0.0409, -0.0196, -0.3099
O, -0.0694, -0.1189, 0.1984
O, -0.0657, -0.0914, 0.1441
O, 0.002, -0.0167, -0.1009
O, -0.0669, 0.0643, 0.1141
O, -0.1018, 0.0171, -0.2859
O, -0.0006, 0.0698, -0.1565
O, -0.1136, -0.1726, 0.2661
O, 0.0405, -0.0353, -0.1702
O, 0.0458, -0.009, 0.0012
O, -0.0171, -0.1334, 0.3471
O, 0.0069, 0.0068, -0.028
O, -0.012, 0.0124, -0.0783
O, -0.1141, 0.0638, 0.1297
O, -0.019, -0.0487, 0.0933
O, -0.0286, -0.0133, 0.0195
O, -0.0599, -0.0242, 0.1
O, -0.0841, -0.1137, -0.175
O, -0.0038, 0.0261, -0.0066
O, -0.0223, 0.0645, -0.0931
O, -0.0102, 0.0587, 0.0266
O, -0.0636, -0.0697, -0.102
O, 0.1577, 0.015, 0.1413
O, 0.0111, -0.022, -0.014
O, 0.029, -0.0082, -0.0335

The program warned: the cutoff lies below the one the program advises for these potential files; the exchange-correlation potential is rough where the density is thin.
